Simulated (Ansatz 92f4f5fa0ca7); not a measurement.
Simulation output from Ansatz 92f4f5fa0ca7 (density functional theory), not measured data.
Periodic cell of 213 atoms, Si131O78B1H3, from a study of silicon, its oxide and their interface. The atomic structure is a simulated model.
Doubt: the cutoff is far below the 930 eV that the study's wrapper takes by default for these files, so forces and energies are approximate.
This geometry differs little from another in the collection (a relaxation step or a small displacement).

Settings: functional PBE; potential files Ansatz PAW; basis plane waves; wave-function cutoff 580 eV; density cutoff ratio 5; exchange-correlation grid ratio 1; k mesh 1 x 1 x 1, Gamma-centred; self-consistency stop 5e-08 eV per atom in the density residual; occupations fixed; spin none; net charge 0.

Cell vectors (angstrom)
a	10.938	0	0
b	0	10.938	0
c	0	0	31.3387

Atoms: element, x, y, z (angstrom)
Si	10.3413	0.515	23.9905
Si	5.7139	10.6292	23.9281
Si	2.1914	3.0451	23.9146
Si	8.6425	2.2248	24.0063
Si	0.3322	4.8876	23.879
Si	4.8794	5.9247	24.038
Si	3.1956	7.6499	23.876
Si	7.5022	8.7909	23.8342
Si	1.1801	1.4156	25.2701
Si	6.8348	1.3109	25.2234
Si	3.9276	4.1056	25.1911
Si	9.5911	3.9875	25.2632
Si	1.3345	6.7332	25.05
Si	6.7075	6.9341	25.1393
Si	4.0499	9.4937	25.1507
Si	9.3613	9.6279	25.1162
Si	2.6556	-0.0212	26.4516
Si	8.1275	-0.028	26.6708
Si	-0.0636	2.7255	26.7573
Si	5.4081	2.7371	26.4655
Si	2.6272	5.4664	26.6169
Si	8.1532	5.4917	26.4194
Si	-0.0835	8.1865	26.3506
Si	5.3937	8.2085	26.6346
Si	4.0591	1.3441	27.8512
Si	9.5059	1.33	28.0235
Si	1.3302	4.1069	28.0243
Si	6.7898	4.1233	27.8392
Si	4.0386	6.8199	27.9566
Si	9.5375	6.8373	27.8231
Si	1.2939	9.5372	27.8195
Si	6.7784	9.541	27.9972
Si	0.0018	-0.0264	29.2912
Si	5.4347	0.0204	29.2926
Si	2.7462	2.7197	29.2927
Si	8.1535	2.7703	29.2871
Si	-0.0458	5.5108	29.2931
Si	5.4561	5.4708	29.2798
Si	2.6885	8.2262	29.2721
Si	8.2107	8.1844	29.2819
Si	1.3673	1.3673	30.6549
Si	6.8362	1.3673	30.6549
Si	4.1018	4.1018	30.6549
Si	9.5708	4.1018	30.6549
Si	1.3673	6.8362	30.6549
Si	6.8362	6.8362	30.6549
Si	4.1018	9.5708	30.6549
Si	9.5708	9.5708	30.6549
Si	2.7345	0	0.6835
Si	8.2035	0	0.6835
Si	0	2.7345	0.6835
Si	5.469	2.7345	0.6835
Si	2.7345	5.469	0.6835
Si	8.2035	5.469	0.6835
Si	0	8.2035	0.6835
Si	5.469	8.2035	0.6835
Si	4.0848	1.4028	2.0571
Si	9.6248	1.3397	2.0559
Si	1.412	4.0616	2.0558
Si	6.8395	4.0976	2.0478
Si	4.1565	6.7935	2.0469
Si	9.5577	6.8605	2.0388
Si	1.372	9.5852	2.0541
Si	6.8611	9.5537	2.058
Si	0.1004	0.0506	3.5073
Si	5.4918	0.0376	3.3469
Si	2.7712	2.7407	3.5422
Si	8.2523	2.7369	3.3469
Si	0.02	5.4685	3.3089
Si	5.4975	5.4257	3.4962
Si	2.7859	8.1944	3.3283
Si	8.2584	8.2339	3.489
Si	1.4799	1.3775	5.0195
Si	6.9125	1.3653	4.6877
Si	4.1427	4.0828	4.976
Si	9.6422	4.1009	4.6714
Si	1.4499	6.7684	4.6232
Si	6.8884	6.8113	4.8296
Si	4.1334	9.5909	4.6758
Si	9.7074	9.5973	4.8609
Si	2.8751	-0.1148	6.3778
Si	8.314	0.0945	6.127
Si	0.037	2.8872	6.2194
Si	5.6114	2.623	6.2142
Si	2.7075	5.5517	6.2314
Si	8.3717	5.4708	6.1064
Si	0.3435	8.282	6.0772
Si	5.4506	8.2179	6.0495
Si	4.9694	0.6746	7.508
Si	9.1591	1.9673	7.3965
Si	0.8885	4.7134	7.5408
Si	7.427	3.6651	7.3562
Si	3.5029	7.5521	7.2347
Si	10.1486	6.5724	7.2924
B	2.107	9.0122	6.7443
Si	6.6406	9.8344	7.2327
H	3.7189	7.4093	8.7143
O	7.0606	4.0102	8.951
O	9.6056	1.8045	9.0002
O	5.0802	1.0405	9.1385
O	7.3186	9.1275	8.5918
O	9.4697	7.3739	8.5984
O	1.2756	4.2437	9.1008
H	8.2788	2.6382	22.6116
H	10.7629	0.1942	22.5866
O	10.3261	5.3599	22.567
O	2.7718	2.1424	22.6087
O	2.9736	7.86	22.2291
O	5.2182	5.5311	22.4627
O	4.9729	0.4451	22.6141
O	7.9303	8.2505	22.3263
Si	4.526	8.2031	14.4845
Si	4.1448	1.6377	21.8517
Si	3.9538	1.4307	15.3162
Si	5.8825	1.2098	10.5477
Si	8.073	7.8704	9.2994
Si	7.2998	1.5252	14.664
Si	5.8194	7.8298	19.0653
Si	8.5665	10.5805	18.873
Si	5.0123	4.5111	21.2266
Si	10.5768	2.8498	12.6608
Si	1.1279	5.0199	16.9622
Si	3.2286	8.29	20.6804
Si	4.6084	9.8829	17.1166
Si	9.3256	4.5	18.4608
Si	8.4114	8.2245	20.781
Si	6.4887	4.983	18.6774
Si	1.0076	2.2668	15.5094
Si	2.8449	0.059	19.5257
Si	4.6341	3.9945	11.5192
Si	0.3967	9.3364	15.8682
Si	9.1575	1.0754	10.3824
Si	9.2382	10.4799	14.2101
Si	6.8275	5.1691	10.0725
Si	7.4476	2.2459	17.8083
Si	8.7896	5.2328	12.5602
Si	0.4027	0.5578	17.9037
Si	2.3738	5.6222	19.7241
Si	5.0724	10.8846	13.1505
Si	10.4119	5.7415	20.9866
Si	1.625	4.474	10.6775
Si	9.6856	9.2495	11.325
Si	7.0005	6.4685	14.8947
Si	1.8671	7.1294	14.724
Si	8.6133	8.5696	16.3562
Si	0.4142	6.8618	11.9496
Si	5.5411	3.8525	14.4707
O	9.8264	1.7573	11.7053
O	3.1021	3.9013	11.0224
O	4.2504	8.7687	15.9905
O	0.1601	8.4146	11.4728
O	9.9917	0.3959	18.7653
O	0.8847	6.7209	13.5027
O	0.6559	3.6319	11.666
O	8.6098	9.794	20.3131
O	9.7011	4.6032	20.0479
O	3.5235	10.2765	18.2404
O	3.415	7.0319	14.2235
O	8.458	8.3122	10.8145
O	3.5972	4.8145	20.4467
O	4.7772	0.3759	16.2923
O	9.7376	7.2289	20.6952
O	7.5134	1.0736	10.4484
O	4.8243	8.2806	20.2978
O	3.988	1.0291	13.7216
O	5.0919	2.9597	21.7207
O	4.4633	9.4021	13.395
O	2.118	4.9425	18.2621
O	7.9975	5.4145	18.2388
O	5.2981	5.1897	10.6291
O	6.8175	2.9325	14.0022
O	0.0888	1.6447	16.7166
O	1.6551	8.6955	15.1045
O	7.3015	1.6968	16.2807
O	5.9863	7.5528	14.2619
O	9.4766	3.9155	13.2249
O	5.343	0.0454	11.5592
O	1.4898	6.0884	10.9921
O	2.6398	7.2261	19.582
O	6.4123	0.2981	14.029
O	7.7695	4.8353	11.3612
O	9.8137	10.5072	10.2963
O	4.7416	4.321	13.1247
O	1.0586	5.5885	20.6682
O	6.1317	5.1334	15.3182
O	1.328	3.8027	15.9163
O	5.5479	6.3323	18.3527
O	2.3851	1.4133	15.6866
O	7.4306	0.8523	18.7291
O	7.0483	6.6136	9.3676
O	6.3053	4.7599	20.2783
O	8.232	9.6059	15.1549
O	5.46	2.6299	11.2134
O	7.2696	7.6483	19.7774
O	10.5232	5.0568	17.5064
O	8.8057	1.1135	14.2162
O	6.2951	3.4254	18.067
O	4.585	2.9438	15.45
O	-0.1998	10.4388	14.8267
O	1.5771	0.9351	18.9755
O	8.0914	6.0692	13.7627
O	3.7901	1.0979	20.3477
O	8.4381	9.3989	17.7432
O	8.8978	2.9723	18.0744
O	2.4833	9.7417	20.518
O	1.535	6.3163	16.0821
O	9.9182	6.1287	11.8307
O	7.7365	7.2052	16.1667
O	5.7776	9.0719	17.9699
O	0.8329	10.0636	17.2432
O	10.2026	8.1917	16.1938
O	0.4391	2.2448	13.9695
O	9.2041	9.8254	12.7509

Results
free energy: -127840.276 eV
free energy less fixed offsets of B -154.04, H -15.97, O -568.88, Si -635.61 eV per atom: -0.776 eV

Forces (eV/angstrom), in the order of the atoms: element, x, y, z
Si	0.0003	0.0007	-0.002
Si	-0.0006	0.0028	0.0019
Si	0.0011	0.0002	0.0023
Si	0.0015	-0.0004	-0.001
Si	-0.0021	0.0001	0.0041
Si	0.0009	-0.0005	0.0002
Si	-0.0008	-0.0001	0
Si	0.002	-0.0011	0.001
Si	0.0053	-0.0021	-0.0103
Si	-0.0038	0.0008	-0.0071
Si	0.0012	-0.0005	-0.0071
Si	-0.0002	0.0043	-0.0111
Si	-0.001	0.0001	-0.0054
Si	0.0012	0.0007	-0.006
Si	-0.0006	0.0001	-0.0053
Si	0.0045	-0.0034	-0.0066
Si	0.0033	0.0042	0.0065
Si	-0.0067	-0.0066	0.0142
Si	0.0001	0.0015	0.0165
Si	0.0001	-0.0001	0.0051
Si	-0.0001	0.0005	0.0097
Si	0.0001	0.0016	0.0098
Si	0.0003	0.0019	0.0111
Si	-0.0039	-0.0062	0.0111
Si	-0.001	-0.0034	-0.0097
Si	0	0.0005	0.0053
Si	-0.0075	0.0024	0.0031
Si	-0.0025	0.0042	-0.0101
Si	-0.0025	0.0043	-0.0081
Si	0.0016	0.002	-0.0138
Si	-0.0076	-0.0067	-0.0122
Si	0.0025	0.0081	-0.0017
Si	-0.0081	0.0053	0.0003
Si	0.0045	-0.0084	0.0021
Si	-0.0032	0.0045	-0.0001
Si	0.0062	-0.0079	0.0042
Si	0.0085	-0.0089	0.0021
Si	-0.0023	0.0024	0.0013
Si	0.003	-0.0072	0.0057
Si	-0.0039	0.0023	0.0009
Si	0.0446	-0.1513	-0.0988
Si	-0.2504	0.1849	0.0568
Si	0.1364	-0.0739	-0.049
Si	-0.2131	0.169	0.0205
Si	-0.1881	0.1905	0.065
Si	0.0567	-0.0918	-0.1191
Si	-0.2668	0.1019	-0.0124
Si	0.024	-0.2024	-0.0248
Si	-0.014	0.1205	0.0861
Si	0.2281	-0.1053	0.0502
Si	0.2296	-0.1368	-0.0725
Si	-0.0621	0.0937	0.0238
Si	0.1872	-0.1955	-0.0038
Si	-0.1707	0.0817	0.048
Si	-0.0432	0.1903	0.0585
Si	0.2722	-0.177	-0.0374
Si	0.0054	-0.0016	-0.0021
Si	-0.0005	0.0055	-0.0014
Si	-0.0125	0.0083	-0.0028
Si	-0.0009	-0.0018	-0.0004
Si	0.0011	-0.0005	-0.0019
Si	0.004	-0.0025	-0.0008
Si	0.006	-0.0041	-0.0029
Si	-0.004	0.0073	-0.0003
Si	0.0191	0.0016	0.0181
Si	-0.0091	0.0022	0
Si	0.0084	-0.0004	0.0173
Si	-0.0039	-0.0047	-0.0031
Si	-0.0096	-0.0135	-0.0104
Si	-0.0001	-0.0095	0.0094
Si	-0.0269	-0.0032	0.0111
Si	0.0028	-0.0005	0.0057
Si	-0.0168	-0.0101	-0.0119
Si	0.0009	-0.0105	-0.0132
Si	0.0027	0.005	-0.0086
Si	-0.0042	-0.0091	-0.0092
Si	0.0144	0.0189	0.0205
Si	0.0019	-0.0028	0.0022
Si	-0.0157	-0.0113	0.0342
Si	0.0096	-0.0035	0.0047
Si	0.0396	0.0242	0.0002
Si	-0.0038	0.0003	0.009
Si	0.0024	-0.001	0.0102
Si	0.0025	0.0184	0.002
Si	-0.0224	0.0022	0.0033
Si	-0.0019	0.0129	-0.0031
Si	-0.0265	-0.018	-0.0347
Si	-0.0092	0.0188	0.0076
Si	-0.0082	-0.0119	-0.0047
Si	0.0036	-0.0066	-0.0031
Si	0.015	0.0093	-0.0114
Si	0.0003	0.0021	0.0036
Si	0.0066	0.0009	0.0137
Si	0.0073	0.0047	0.0085
B	0.0412	-0.0128	-0.0149
Si	0.0013	-0.004	-0.0102
H	-0.0081	-0.0004	-0.0135
O	-0.0002	0	-0.0041
O	-0.0017	0.0003	-0.0009
O	0.0031	0.0019	0.006
O	0.0004	0.0001	-0.0015
O	0.0033	0.0012	-0.003
O	-0.0026	-0.0029	0.0065
H	0.0003	0.0004	0.0003
H	0	-0.0002	-0.0001
O	-0.0006	-0.0003	0.0006
O	0.0006	-0.0009	-0.0008
O	0.0004	-0.0004	0.0007
O	0.0002	-0.0005	-0.0008
O	0.0002	0.0003	0.0008
O	0.0003	0.0005	0.0001
Si	-0.0008	-0.0007	-0.0008
Si	0.0004	-0.0006	-0.0011
Si	0.0001	0.0006	-0.0018
Si	0.0011	-0.0011	0.0012
Si	-0.0003	-0.0002	0.0014
Si	0.0011	-0.0007	-0.0012
Si	0.0009	0.0001	0.0002
Si	0.0006	-0.0004	-0.0007
Si	0.0001	0.0006	-0.0004
Si	0.0015	0.0021	-0.0021
Si	0.0001	0.0012	-0.0019
Si	0.0001	0.0004	-0.0003
Si	-0.0003	-0.0005	-0.0008
Si	0.0005	0.0002	-0.0002
Si	-0.0007	0	0.0002
Si	0.0005	0.0009	0.0002
Si	-0.0003	0.0007	-0.0012
Si	-0.0009	-0.0001	-0.0005
Si	-0.0002	0.0007	0.0016
Si	0.0011	-0.0002	-0.0003
Si	0.0015	-0.0009	0.0019
Si	0.0008	-0.0002	-0.0005
Si	0.0014	0.0033	0.0022
Si	0.0003	-0.0004	-0.001
Si	0.0018	0.0001	-0.0014
Si	0.0005	0.0004	-0.0001
Si	-0.0006	0.0003	-0.0015
Si	-0.0008	-0.0009	0.0003
Si	-0.0001	0.0002	-0.0012
Si	0.0003	0.0005	-0.0015
Si	0.0013	-0.0009	0.001
Si	0.0018	-0.0002	-0.0013
Si	-0.0005	-0.0003	-0.0006
Si	0.0016	0.0003	-0.0011
Si	0.0003	0.0003	-0.001
Si	0.0001	0.0003	-0.0009
O	0.0009	-0.0002	-0.0017
O	0.0009	0.0001	-0.002
O	0.0009	0.0014	0.0007
O	0.0007	-0.0002	-0.0013
O	-0.0002	0.0001	0
O	0.0011	0.0006	0.0008
O	0.0009	-0.0012	0.0003
O	-0.0004	-0.0001	-0.0004
O	0.0001	0.0005	0.0004
O	0.0003	0.0002	-0.0005
O	0.0017	0.0007	0
O	0.0022	0.0011	-0.0004
O	0.0001	-0.0002	0.0003
O	0.0004	-0.0002	0.0007
O	0.0006	-0.0001	-0.0004
O	-0.0004	0.0009	-0.002
O	0.0001	-0.0004	0.0001
O	0.0003	0.0003	-0.0002
O	-0.0006	0.0007	0.0006
O	0.0007	-0.0002	-0.0001
O	-0.0009	-0.0003	0.0004
O	-0.0004	0.0002	-0.0003
O	-0.0005	-0.0011	0.0001
O	0.0002	-0.0001	-0.0003
O	-0.0001	-0.0002	0.0001
O	-0.0002	0.0006	0.0007
O	0.0002	0.0003	0.0005
O	0.0002	0.0003	-0.0006
O	-0.0001	0.0003	0.0001
O	-0.0001	0.0022	-0.0023
O	0.0009	0.0007	0.0004
O	-0.0004	-0.0006	0.0002
O	0	-0.0002	-0.0003
O	-0.0007	-0.0006	-0.0009
O	0.0017	0.0001	-0.0004
O	0.0008	-0.0002	-0.0004
O	0.0001	0.0003	-0.0001
O	0.0002	-0.0002	-0.0006
O	0.0002	0.0004	0.0007
O	-0.0001	-0.0004	-0.0005
O	0.0009	-0.0001	0.0002
O	-0.0001	0.0004	-0.0001
O	0.0003	-0.0015	-0.0003
O	-0.0004	-0.0009	-0.0002
O	0.0007	-0.0003	-0.0004
O	0.0008	-0.0012	-0.0018
O	-0.0011	-0.0002	0.0003
O	0.0004	-0.0001	0.0004
O	0.0001	0.0001	0.0003
O	-0.0004	0.0001	-0.0004
O	0	-0.0002	-0.0004
O	0.0004	-0.0003	0.0004
O	0.0002	-0.0003	0.0006
O	-0.0005	0.0006	-0.0002
O	-0.0007	-0.0003	0.0002
O	0.0001	0.0008	-0.0001
O	-0.0001	0.0002	0.0004
O	0	0.0008	-0.0006
O	-0.0001	-0.0017	0.0014
O	0.0012	-0.0002	-0.0003
O	0.0002	0.0002	0.0001
O	-0.0006	0.0008	-0.0003
O	0.0001	0.0003	0.0004
O	-0.0002	0.0001	-0.0001
O	0.0008	-0.0008	0.0007
O	0.0005	0.0004	-0.0002

The program warned: the cutoff lies below the one the program advises for these potential files; the forces do not sum to zero within the program's tolerance; the exchange-correlation potential is rough where the density is thin.
